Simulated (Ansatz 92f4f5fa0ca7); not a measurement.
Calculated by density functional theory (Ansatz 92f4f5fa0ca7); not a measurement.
Periodic cell of 244 atoms, Si164O80, from a study of silicon, its oxide and their interface. The atomic structure is a simulated model.
Doubt: the cutoff is far below the 930 eV that the study's wrapper takes by default for these files, so forces and energies are approximate.

Settings
functional: PBE
potential files: Ansatz PAW
basis: plane waves
wave-function cutoff: 580 eV
density cutoff ratio: 5
exchange-correlation grid ratio: 1
k mesh: 1 x 1 x 1, Gamma-centred
self-consistency stop: 5e-08 eV per atom in the density residual
occupations: fixed
spin: none
net charge: 0

Cell vectors (angstrom)
a	10.938	0	0
b	0	10.938	0
c	0	0	37.2842

Atoms: element, x, y, z (angstrom)
Si	0	0	0.683
Si	5.469	0	0.683
Si	2.7345	2.7345	0.683
Si	8.2035	2.7345	0.683
Si	0	5.469	0.683
Si	5.469	5.469	0.683
Si	2.7345	8.2035	0.683
Si	8.2035	8.2035	0.683
Si	1.3673	1.3673	2.0503
Si	6.8362	1.3673	2.0503
Si	4.1018	4.1018	2.0503
Si	9.5708	4.1018	2.0503
Si	1.3673	6.8362	2.0503
Si	6.8362	6.8362	2.0503
Si	4.1018	9.5708	2.0503
Si	9.5708	9.5708	2.0503
Si	2.7345	0	35.2327
Si	8.2035	0	35.2327
Si	0	2.7345	35.2327
Si	5.469	2.7345	35.2327
Si	2.7345	5.469	35.2327
Si	8.2035	5.469	35.2327
Si	0	8.2035	35.2327
Si	5.469	8.2035	35.2327
Si	4.1018	1.3673	36.5999
Si	9.5708	1.3673	36.5999
Si	1.3673	4.1018	36.5999
Si	6.8362	4.1018	36.5999
Si	4.1018	6.8362	36.5999
Si	9.5708	6.8362	36.5999
Si	1.3673	9.5708	36.5999
Si	6.8362	9.5708	36.5999
Si	-0.2839	0.35	27.0199
Si	5.7393	-0.4132	27.275
Si	2.577	3.0401	27.0491
Si	8.8666	2.1117	26.9496
Si	0.3733	5.296	27.0197
Si	5.1127	6.1673	27.1894
Si	3.4396	7.853	27.2673
Si	8.0458	8.4131	27.1398
Si	1.4313	1.377	28.3236
Si	6.9828	1.3436	28.2592
Si	4.191	4.2402	28.301
Si	9.6954	4.0038	28.2383
Si	1.5434	6.8818	28.3422
Si	6.8991	6.8849	28.5262
Si	4.3034	9.444	28.7665
Si	9.6399	9.638	28.385
Si	2.7887	0.0072	29.7469
Si	8.2396	-0.0013	29.7911
Si	0.0927	2.7301	29.7519
Si	5.5761	2.774	29.598
Si	2.8187	5.4965	29.7923
Si	8.3017	5.3791	29.6564
Si	0.0978	8.2273	29.6788
Si	5.6432	8.1337	30.0869
Si	4.1859	1.416	31.0396
Si	9.6272	1.3798	31.1172
Si	1.4301	4.1106	31.1275
Si	6.9009	4.0844	31.0756
Si	4.1484	6.7859	31.255
Si	9.6492	6.8116	31.031
Si	1.4121	9.5829	31.1208
Si	6.959	9.6137	31.2756
Si	0.0346	0.0012	32.4907
Si	5.4969	0.0477	32.5051
Si	2.7985	2.7332	32.47
Si	8.2456	2.7343	32.4787
Si	0.0404	5.4751	32.4752
Si	5.534	5.4086	32.5279
Si	2.7598	8.2146	32.5187
Si	8.3145	8.1677	32.5114
Si	1.3969	1.38	33.8484
Si	6.8613	1.3993	33.869
Si	4.1223	4.0918	33.8783
Si	9.5876	4.1191	33.8518
Si	1.377	6.8506	33.8666
Si	6.8688	6.8395	33.8602
Si	4.1203	9.5978	33.865
Si	9.6126	9.5795	33.8759
Si	2.7123	-0.0179	3.3896
Si	8.1742	-0.0077	3.4319
Si	-0.0253	2.726	3.4185
Si	5.4583	2.7284	3.426
Si	2.7075	5.4548	3.428
Si	8.1934	5.4617	3.3854
Si	-0.0223	8.1844	3.4189
Si	5.4407	8.1955	3.4225
Si	4.06	1.3349	4.7563
Si	9.536	1.3739	4.7917
Si	1.2839	4.1267	4.7999
Si	6.8157	4.1492	4.7596
Si	4.0721	6.8237	4.7908
Si	9.5276	6.8061	4.7735
Si	1.3256	9.5858	4.7558
Si	6.7507	9.5975	4.8028
Si	-0.0642	-0.0341	6.1505
Si	5.3686	0.0108	6.2266
Si	2.6418	2.6808	6.0572
Si	8.1848	2.8094	6.1121
Si	-0.083	5.4849	6.2358
Si	5.4468	5.4726	6.1735
Si	2.6881	8.2246	6.1018
Si	8.0965	8.1485	6.0749
Si	1.3146	1.3481	7.496
Si	6.7662	1.5172	7.4474
Si	4.0277	4.0067	7.3792
Si	9.4691	4.1081	7.6417
Si	1.3	6.9496	7.5098
Si	6.7715	6.8981	7.5853
Si	3.9658	9.5181	7.6003
Si	9.4446	9.4744	7.419
Si	2.5515	-0.0476	8.9535
Si	8.0723	-0.0058	8.6312
Si	-0.0504	2.6504	8.9246
Si	5.3428	2.7764	8.9031
Si	2.7316	5.4708	8.638
Si	8.0495	5.5179	9.0298
Si	-0.1461	8.2414	8.948
Si	5.3712	8.2093	9.0437
Si	4.411	0.887	10.0811
Si	9.7825	0.8551	10.0072
Si	1.2084	4.3446	10.0257
Si	6.1749	4.6341	10.1888
Si	4.3855	6.3015	10.1137
Si	9.769	6.5597	10.3462
Si	0.6151	10.094	10.2028
Si	6.2684	10.2124	10.0214
O	10.8767	5.3458	10.3311
O	3.6151	-4.4812	11.5954
O	9.0009	12.1358	11.4452
O	0.7195	9.6575	11.821
O	6.2775	4.7987	17.3588
O	4.0249	12.008	11.6792
O	12.9628	4.239	11.4798
O	-4.0554	10.4055	11.5826
O	13.1906	-0.9713	25.116
O	5.6698	6.1928	25.6154
O	6.9043	9.5103	26.6422
O	1.4517	4.1399	26.5118
O	10.7484	6.0583	25.6703
O	3.2566	2.3529	25.7085
O	5.8433	13.1439	24.8601
O	8.4523	2.4463	25.3638
Si	6.1639	1.4672	17.3073
Si	3.5128	6.0944	19.1632
Si	8.9163	4.5861	20.0495
Si	-0.3374	6.4408	13.2253
Si	9.1602	11.865	14.5181
Si	2.8706	8.4215	17.1128
Si	7.2281	13.4117	21.2544
Si	6.6104	3.7342	12.3222
Si	7.2712	13.7709	24.3168
Si	1.9574	1.1612	20.4484
Si	8.2499	9.6849	21.8958
Si	3.7365	9.4168	25.5089
Si	4.536	12.1655	21.949
Si	12.8024	0.2247	17.5457
Si	11.3638	3.3963	21.4699
Si	16.4542	9.3665	22.9399
Si	4.3066	2.7131	24.528
Si	-3.1942	4.0976	17.1517
Si	0.6225	-0.8039	25.0811
Si	4.5464	6.8564	21.8226
Si	4.8243	4.0328	17.3379
Si	7.8645	0.1634	19.3841
Si	9.9632	7.2863	24.9345
Si	2.4689	5.5676	12.3692
Si	9.8529	7.0572	21.8556
Si	0.445	8.3967	15.4513
Si	-1.8692	4.0132	14.3345
Si	7.5532	11.7895	12.1443
Si	0.7601	10.4583	13.2506
Si	5.6754	5.3154	24.2534
Si	12.6083	6.1144	21.5177
Si	15.0273	3.9128	14.2387
Si	4.1741	-0.2051	15.6968
Si	9.9157	10.5325	17.0662
Si	3.3783	1.0268	13.1568
Si	10.6885	11.6188	22.408
O	10.346	9.0302	16.5647
O	9.1701	-0.3433	18.5243
O	-0.6411	4.952	13.8244
O	2.039	12.0807	18.8457
O	9.5654	6.74	23.4421
O	3.7884	2.065	23.1319
O	4.9268	8.4389	21.7298
O	1.7619	2.7283	20.8322
O	6.5789	0.3626	18.419
O	4.047	9.1699	16.2174
O	3.5338	2.4378	13.9184
O	4.6089	10.7213	26.0686
O	2.0767	5.9379	19.937
O	15.5895	8.8916	24.2451
O	9.2383	8.4914	21.5072
O	16.5597	2.1577	21.1388
O	4.6799	6.2646	20.304
O	-2.4906	4.5699	15.7509
O	10.8957	8.6386	24.8691
O	10.2685	3.7082	20.3022
O	1.7788	11.6991	13.0563
O	3.7655	15.6758	18.3249
O	7.1604	9.2354	23.0417
O	9.589	6.8762	11.9845
O	3.5378	7.3568	18.1319
O	8.9153	11.2086	15.9819
O	1.1923	6.5259	12.6644
O	2.109	9.5982	17.9678
O	9.1879	6.0237	20.777
O	8.6736	4.5653	18.423
O	5.3128	10.9356	22.6369
O	11.4586	18.1883	21.6276
O	13.9438	6.5809	22.3378
O	6.571	2.1368	11.9046
O	8.0182	4.0544	13.0847
O	7.5717	3.9945	20.7842
O	4.0723	-0.149	14.066
O	9.2057	10.9439	22.3181
O	11.3377	0.1361	23.7798
O	7.4408	-0.9218	20.5148
O	3.0296	5.0567	13.796
O	4.3697	-6.6062	24.3255
O	-0.6896	11.0206	13.6721
O	10.4655	7.4494	14.5007
O	5.4743	4.1322	13.4205
O	0.3404	0.4867	17.0453
O	11.6457	0.3092	21.1088
O	9.6068	2.4934	14.5838
O	5.5712	0.5667	16.077
O	-5.9434	2.4823	17.8378
O	7.069	4.4547	24.2168
O	7.7411	11.676	13.75
O	2.9222	0.6263	16.3744
O	11.9138	4.7682	22.1643
O	1.7092	7.6687	16.2129
O	7.6375	2.2704	22.8289
O	1.2063	9.487	14.4827
O	7.4558	2.464	17.0067
O	19.5571	-3.2874	25.7888
O	5.5897	6.1875	22.8844
O	8.1164	12.4996	20.2118
O	10.6633	13.2659	22.505
O	4.2706	4.0791	15.8241
O	3.3955	0.6258	20.9761

Results
free energy: -149754.353 eV
free energy less fixed offsets of O -568.88, Si -635.61 eV per atom: -3.913 eV

Forces (eV/angstrom), in the order of the atoms: element, x, y, z
Si	-0.0013	0.0549	0.0087
Si	-0.0241	0.0208	0.009
Si	0.01	0.0289	-0.0252
Si	0.0144	0.0439	-0.022
Si	0.0284	0.0135	-0.005
Si	0.0161	0.0582	0.014
Si	0.0365	0.0732	-0.0112
Si	-0.026	0.046	-0.022
Si	-0.0841	0.1176	-0.0677
Si	-0.0353	0.028	0.0201
Si	-0.1312	-0.0582	0.0847
Si	-0.0469	-0.1264	-0.1697
Si	-0.032	-0.0225	0.0027
Si	-0.0903	0.1642	-0.0515
Si	-0.0664	-0.146	-0.1341
Si	-0.1588	-0.0221	0.1011
Si	0.0205	0.0675	0.0226
Si	0.0311	-0.0312	-0.0798
Si	0.1144	0.0419	-0.1555
Si	0.0876	-0.034	0.1933
Si	0.0609	-0.0003	-0.0627
Si	0.1065	-0.0158	0.042
Si	0.1552	0.0162	0.1743
Si	0.1284	0.0423	-0.1293
Si	0.0219	-0.0533	0.008
Si	-0.0173	-0.0571	-0.0195
Si	-0.001	-0.0169	0.0037
Si	-0.0253	-0.0438	0.0055
Si	-0.0426	-0.0434	-0.0152
Si	-0.0115	-0.025	0.0035
Si	0.0115	-0.0863	0.011
Si	0.0148	-0.0219	0.0086
Si	0.0146	-0.0172	0.0087
Si	0.0084	-0.0195	-0.0118
Si	0.0113	-0.0122	-0.0166
Si	-0.0111	0.0043	-0.0134
Si	0.0023	0.0098	-0.0314
Si	0.0055	-0.0225	-0.0082
Si	-0.0219	0.0231	-0.0064
Si	0.0036	0.0009	-0.0058
Si	-0.0048	0.0038	0.0001
Si	0.0021	-0.014	0.0136
Si	-0.0144	0.0035	0.0029
Si	0.016	0.0006	0.0057
Si	0.0094	0.0056	0.0156
Si	0.0013	0.022	0.0038
Si	-0.0045	0.0027	-0.0001
Si	-0.0072	0.0057	0.0025
Si	-0.0001	-0.002	-0.0029
Si	0.001	-0.0068	-0.0004
Si	0	0.0019	-0.008
Si	0.0002	-0.0044	0.0075
Si	-0.0028	-0.006	0.0028
Si	0.0032	0.0025	0.0026
Si	0.0025	-0.001	-0.006
Si	0.0102	-0.005	0.0048
Si	-0.0003	-0.0002	0.0014
Si	0.0007	0.0032	-0.001
Si	-0.004	0.0016	0.0005
Si	0.003	0.0028	0.0066
Si	0.0049	0.0039	0.0096
Si	0.0026	-0.0003	-0.001
Si	0.0034	0.0066	0.0003
Si	-0.0002	-0.0014	0.0047
Si	-0.004	0.0009	-0.0009
Si	0.0032	-0.0018	-0.0015
Si	0.0062	0.0066	-0.004
Si	-0.0021	0.002	0.0006
Si	0.0026	-0.0027	-0.003
Si	-0.0037	-0.0026	0.0014
Si	0.0052	-0.0021	0.0011
Si	-0.0023	0.0049	-0.0027
Si	-0.0009	-0.001	0.0021
Si	-0.0046	-0.0024	0.0011
Si	0.0017	-0.0012	0.0008
Si	-0.0004	-0.0008	0.0026
Si	0.0005	0	0.0026
Si	-0.0014	0.002	-0.0005
Si	-0.0033	-0.003	-0.0011
Si	-0.0005	-0.004	0.0019
Si	0.0017	0.0048	0.0048
Si	-0.0005	-0.0003	0.0039
Si	-0.0002	0.0014	-0.0012
Si	0.0012	-0.0015	0.0035
Si	0.0024	0.0006	-0.0004
Si	0	-0.0025	0
Si	0.0023	-0.0002	0.0012
Si	-0.0011	0.0008	-0.0014
Si	-0.0044	-0.0043	0.0013
Si	-0.0002	-0.0031	0.0011
Si	0.0027	-0.0003	0.0022
Si	-0.0008	0.0058	0.0005
Si	-0.0053	-0.0016	-0.0042
Si	-0.0002	-0.0056	0.0018
Si	-0.0024	0.0021	0.0023
Si	0.0022	0.0003	0.002
Si	-0.0018	-0.0042	0.0048
Si	-0.0008	0.0046	0.0064
Si	0.0058	0.0045	-0.0066
Si	0.0012	0.0032	-0.0081
Si	-0.0009	0.0002	0.0138
Si	-0.0017	-0.0052	0.0091
Si	-0.012	-0.0079	-0.0098
Si	0.0066	0.003	-0.0119
Si	0.0023	0.0039	-0.0051
Si	-0.0114	-0.0075	0.0032
Si	0.0023	-0.0085	-0.0001
Si	0.0003	-0.0001	0.0009
Si	-0.0089	0.0008	0.003
Si	-0.0014	0.0061	0.0071
Si	0.0047	0.0043	-0.0014
Si	0.0021	-0.0004	-0.0003
Si	0.0045	0.0022	-0.02
Si	-0.0144	-0.0059	-0.0105
Si	0.0039	0.0013	-0.011
Si	0.006	0.0067	0.0011
Si	-0.0055	0.0049	-0.0028
Si	0.001	-0.002	-0.0045
Si	-0.0045	-0.0138	0
Si	-0.0097	-0.0098	-0.0116
Si	-0.0181	0.0217	-0.0275
Si	-0.0289	0.0311	0.0131
Si	-0.0001	0.0024	0.0211
Si	0.0111	0.0008	-0.0084
Si	-0.0123	0.0162	0.0108
Si	0.0064	-0.0092	0.0249
Si	0.036	-0.0258	0.0339
Si	0.0358	-0.0234	-0.0074
O	0.0003	0.0142	0.0022
O	0.0155	-0.0052	-0.0028
O	0.0252	0.0015	-0.0102
O	-0.0009	-0.0011	-0.0105
O	-0.0055	-0.0022	0.0084
O	-0.0309	0.0109	0.0044
O	-0.0019	-0.0069	-0.006
O	-0.006	-0.0132	0.0106
O	-0.0272	-0.0005	-0.008
O	-0.0061	0.0087	0.015
O	-0.0162	0.0085	0.0287
O	-0.0058	0.0109	0.0176
O	0.004	-0.012	0.0128
O	-0.0064	0.0015	0.0126
O	0.0002	0.0005	-0.01
O	0.0117	-0.0069	0.0165
Si	-0.0008	-0.0004	-0.0215
Si	-0.0042	-0.0061	-0.0184
Si	-0.0046	-0.0004	-0.0047
Si	0.0022	-0.0011	-0.0173
Si	0.0037	-0.019	-0.0192
Si	0.0022	0.0043	-0.0187
Si	0.0126	0.0053	0.014
Si	-0.0002	0.0218	0.0177
Si	-0.0078	-0.0054	0.0016
Si	-0.0025	0.0074	-0.0001
Si	0.0067	0.0065	0.0024
Si	0.0057	-0.0182	0.0151
Si	-0.0085	0.0062	0.0144
Si	0.0025	-0.0096	-0.0158
Si	0.0032	0.0007	0.0044
Si	0.0108	-0.0006	0.0027
Si	0	0.0021	0.0172
Si	-0.0072	-0.0034	-0.0046
Si	-0.0148	0.0112	0.0086
Si	-0.0035	-0.0086	0.0097
Si	0.0073	-0.003	-0.0099
Si	0.0031	0.0052	-0.0075
Si	0.0051	-0.0158	0.0182
Si	-0.0096	-0.0123	-0.0139
Si	-0.0035	0.0002	0.0036
Si	0.0021	0.0007	-0.0096
Si	0.0068	0.0058	-0.0137
Si	0.0184	0.0026	0.0268
Si	-0.0359	-0.0114	0.0074
Si	-0.0069	-0.0128	0.0021
Si	0.0025	-0.0083	0.0071
Si	-0.0132	0.0021	-0.0243
Si	-0.0011	-0.0079	-0.0052
Si	0.0006	-0.0073	-0.0143
Si	0.0156	-0.0043	0.0372
Si	-0.0061	0.0035	-0.0058
O	0.0005	-0.0013	0.0091
O	-0.0059	0.0003	0.0138
O	-0.0071	0.0026	0.0167
O	-0.0025	0.0036	0.0075
O	0.0012	0.0048	0.0031
O	0.0017	-0.0014	0.0001
O	0.0059	0.005	0.0038
O	0.0015	0.0014	0.0006
O	-0.0018	0.0016	0.0071
O	-0.0005	-0.0003	0.0157
O	-0.0009	-0.0069	0.0009
O	0.0196	0.0099	0.0003
O	0.0021	0.0013	0.0054
O	-0.0061	-0.0034	0.0085
O	0.0024	-0.0067	-0.0019
O	-0.0079	-0.0033	-0.0033
O	0.0024	-0.0005	0.0006
O	0.0094	-0.0015	-0.005
O	0.0103	0.009	-0.009
O	0.0015	-0.0059	0
O	0.0073	0.0061	-0.0005
O	-0.0022	0.0101	0.011
O	-0.0039	-0.0065	0.0015
O	-0.0109	-0.0027	-0.0316
O	-0.0026	-0.0049	0.0124
O	-0.0075	0.0055	0.0025
O	0.0083	0.0087	0.0149
O	-0.0023	0.0015	0.0086
O	0.0064	0.0101	0.0078
O	-0.0018	-0.0007	0.0107
O	-0.0013	0.0088	-0.0062
O	-0.0057	0.003	-0.0017
O	0.0017	0.0045	-0.0052
O	-0.0151	-0.0127	0.0146
O	-0.0234	-0.0052	0.004
O	-0.0001	0.0035	-0.0027
O	-0.0148	0.0169	-0.0157
O	0.0066	0.0032	0.0013
O	0	0.0021	-0.0101
O	0.0009	-0.002	0.0071
O	0.0076	-0.0049	0.009
O	0.0032	0.0003	-0.0088
O	0.0162	-0.0035	-0.003
O	-0.0126	-0.0127	0.0086
O	0.0126	-0.0054	-0.0016
O	-0.007	0.0052	0.006
O	-0.008	-0.0021	0.01
O	0.0009	0.0152	0.0183
O	0.0005	0.0031	0.0145
O	-0.0053	0.006	0.0066
O	0.0044	0.0039	-0.0067
O	-0.0097	-0.0062	-0.0087
O	0.0097	0.0048	0.0015
O	0.0023	0.0057	-0.0059
O	-0.003	-0.0018	0.0145
O	-0.006	0.0041	0.0009
O	0.0065	0.015	-0.002
O	0.0018	-0.0009	0.0099
O	-0.0083	0.0066	-0.0003
O	0.0027	0.0009	-0.0069
O	0.0035	-0.0048	-0.001
O	-0.0063	-0.0079	0.0021
O	0.0027	0.001	0.0231
O	0.0098	-0.0006	0.0027

The program warned: the cutoff lies below the one the program advises for these potential files; the exchange-correlation potential is rough where the density is thin.
